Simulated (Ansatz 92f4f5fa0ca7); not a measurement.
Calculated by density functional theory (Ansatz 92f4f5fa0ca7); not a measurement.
Periodic cell of 237 atoms, Si146O90B1, from a study of silicon, its oxide and their interface. The atomic structure is a simulated model.
Doubt: the cutoff is far below the 930 eV that the study's wrapper takes by default for these files, so forces and energies are approximate.

Settings
functional: PBE
potential files: Ansatz PAW
basis: plane waves
wave-function cutoff: 580 eV
density cutoff ratio: 5
exchange-correlation grid ratio: 1
k mesh: 1 x 1 x 1, Gamma-centred
self-consistency stop: 5e-08 eV per atom in the density residual
occupations: fixed
spin: none
net charge: -1 e, with a uniform compensating background and no finite-size correction

Cell vectors (angstrom)
a, 11.6015, 0, 0
b, 0, 10.938, 0
c, 0, 0, 32.0622

Atoms: element, x, y, z (angstrom)
Si, -0.2053, -0.0656, 23.2518
Si, 3.6675, 0.245, 23.0706
Si, 7.4783, -0.1281, 23.4512
Si, 1.6726, 1.4045, 23.4177
Si, 5.7069, 1.4601, 23.2376
Si, 9.4106, 1.1995, 23.3403
Si, 0.1541, 5.3923, 23.4439
Si, 4.2984, 5.5025, 23.4837
Si, 7.8331, 5.6682, 23.7115
Si, 2.2175, 6.6222, 23.3338
B, 6.0352, 6.6718, 23.5676
Si, 9.8848, 6.8441, 23.6791
Si, 1.9045, 2.709, 25.3717
Si, 5.7982, 2.6644, 25.3044
Si, 9.6339, 2.6738, 25.2444
Si, 11.587, 4.0418, 25.3604
Si, 3.9035, 4.0251, 25.3492
Si, 7.7269, 4.0326, 25.4222
Si, 1.9628, 8.17, 25.1557
Si, 5.7937, 8.014, 25.1484
Si, 9.6986, 8.2823, 25.4891
Si, 11.629, 9.5722, 25.2543
Si, 3.8988, 9.5399, 24.9726
Si, 7.6398, 9.4684, 25.3747
Si, 11.6612, -0.0055, 27.1967
Si, 3.9191, -0.0948, 27.0527
Si, 7.7492, -0.0534, 27.2526
Si, 2.0111, 1.3057, 27.2438
Si, 5.8252, 1.2953, 27.209
Si, 9.6902, 1.3129, 27.1894
Si, 11.5903, 5.4728, 27.2332
Si, 3.8522, 5.4317, 27.2338
Si, 7.7117, 5.4544, 27.293
Si, 1.9366, 6.8307, 27.1468
Si, 5.766, 6.8008, 27.2025
Si, 9.6561, 6.8172, 27.3267
Si, 1.9628, 2.7049, 29.1606
Si, 5.8, 2.7045, 29.1246
Si, 9.6829, 2.7119, 29.1248
Si, 0.0227, 4.0781, 29.1447
Si, 3.8735, 4.0812, 29.1686
Si, 7.7353, 4.0733, 29.198
Si, 1.946, 8.1832, 29.0997
Si, 5.8034, 8.1733, 29.1333
Si, 9.6814, 8.198, 29.234
Si, 0.0178, 9.5562, 29.135
Si, 3.8823, 9.5459, 29.0629
Si, 7.7416, 9.5395, 29.1924
Si, 0.0152, -0.0048, 31.0809
Si, 3.8735, -0.0069, 31.0328
Si, 7.7391, -0.0022, 31.1009
Si, 1.945, 1.3605, 31.097
Si, 5.8061, 1.3573, 31.0611
Si, 9.6779, 1.3527, 31.0777
Si, 0.0204, 5.4544, 31.0759
Si, 3.8813, 5.4728, 31.0876
Si, 7.749, 5.4616, 31.1233
Si, 1.9463, 6.8313, 31.0521
Si, 5.8152, 6.8296, 31.0808
Si, 9.6905, 6.8164, 31.1435
Si, 1.9473, 2.743, 0.9712
Si, 5.8073, 2.7409, 0.9205
Si, 9.6791, 2.7289, 0.9563
Si, 0.0007, 4.0991, 0.9438
Si, 3.8798, 4.1117, 0.9646
Si, 7.7519, 4.1033, 0.9952
Si, 1.941, 8.208, 0.9254
Si, 5.8131, 8.22, 0.9363
Si, 9.6809, 8.2146, 1.003
Si, 0.0095, 9.5849, 0.9732
Si, 3.8729, 9.5803, 0.9348
Si, 7.7523, 9.5731, 0.9734
Si, 11.6247, 0.0316, 2.9094
Si, 3.8684, 0.0173, 2.8903
Si, 7.7547, 0.0183, 2.8924
Si, 1.9489, 1.3987, 2.9153
Si, 5.8247, 1.361, 2.8296
Si, 9.6753, 1.381, 2.907
Si, 11.5786, 5.4985, 2.8519
Si, 3.8933, 5.4939, 2.8969
Si, 7.7503, 5.5102, 2.9152
Si, 1.9277, 6.8191, 2.8444
Si, 5.8238, 6.8603, 2.8661
Si, 9.6743, 6.8959, 2.9662
Si, 1.9283, 2.8341, 4.8122
Si, 5.8523, 2.7186, 4.7432
Si, 9.6111, 2.7941, 4.8158
Si, 11.5549, 4.1322, 4.7619
Si, 3.9359, 4.0938, 4.8089
Si, 7.7303, 4.2028, 4.8801
Si, 1.9024, 8.1475, 4.786
Si, 5.8223, 8.258, 4.7686
Si, 9.6774, 8.3218, 4.9017
Si, 11.6483, 9.6533, 4.8768
Si, 3.8321, 9.486, 4.7675
Si, 7.7361, 9.6726, 4.8781
Si, 11.6137, 0.2324, 6.768
Si, 3.7613, -0.0526, 6.6346
Si, 7.7244, 0.0417, 6.9035
Si, 2.0642, 1.513, 6.754
Si, 5.7282, 1.2685, 6.622
Si, 9.6552, 1.5126, 6.8097
Si, 11.5399, 5.5, 6.6771
Si, 4.0014, 5.4251, 6.7752
Si, 7.7537, 5.6723, 6.8245
Si, 1.9938, 6.6358, 6.6329
Si, 5.8266, 6.976, 6.7306
Si, 9.7709, 7.0422, 6.905
O, 10.0182, 7.9717, 8.2944
O, 7.6785, 9.9204, 8.2183
O, 7.4126, 4.751, 8.1729
O, 3.3617, 10.3393, 8.1787
O, 2.0551, 7.5341, 8.0153
O, 4.0326, 4.5792, 8.2318
O, 9.7738, 2.4549, 8.1894
O, 2.6443, 2.3329, 8.1209
O, 11.4057, 4.5658, 8.042
O, 5.3895, 2.3483, 7.8346
O, 5.8219, 7.9796, 8.0704
O, 11.3226, 10.3217, 8.1511
O, 11.3074, 9.9831, 21.8228
O, 3.2452, 11.0032, 21.4386
O, 6.221, 7.3347, 22.2914
O, 4.2984, 4.5972, 22.0491
O, 7.4167, 9.7588, 22.1504
O, 9.9384, 7.7615, 22.2964
O, 1.6241, 2.494, 22.1618
O, 5.9241, 2.5003, 21.9462
O, 8.2923, 4.8579, 22.3141
O, -0.1376, 4.4873, 22.0598
O, 2.4838, 7.3566, 21.8601
O, 9.1164, 1.9306, 21.8787
Si, 1.9354, 7.7792, 9.5953
Si, 5.1256, 0.5366, 17.7293
Si, 2.5086, 5.4257, 14.0083
Si, 10.555, 3.8964, 13.9952
Si, 8.2845, 2.3911, 15.2244
Si, 9.5771, 2.3364, 20.3739
Si, 10.5212, 3.6432, 9.0425
Si, 0.0397, 2.3224, 11.5384
Si, 11.0673, 8.1392, 15.3986
Si, 5.1785, 6.9125, 14.0399
Si, 5.7891, 2.6163, 11.1197
Si, 8.473, 7.768, 19.4162
Si, 8.0799, 4.9399, 20.7034
Si, 5.9756, 9.5989, 15.1988
Si, 1.9414, 7.6153, 20.3456
Si, 1.9119, 4.9295, 18.7821
Si, 4.4516, 3.3836, 18.1014
Si, 8.5609, 8.9893, 16.8341
Si, 0.8579, 9.4923, 13.2927
Si, 9.9292, 10.6516, 11.7212
Si, 5.3298, 3.7698, 21.0769
Si, 0.5948, 5.485, 16.2418
Si, 10.8016, 9.1502, 9.1403
Si, 6.4481, 8.6661, 21.4035
Si, 7.1246, 7.1144, 11.5036
Si, 2.6857, 0.7413, 12.192
Si, 10.7162, 8.609, 21.147
Si, 5.9919, 4.2629, 15.6811
Si, 7.0929, 0.4695, 12.9641
Si, 4.0886, 2.976, 8.5945
Si, 0.9008, 6.7624, 11.8932
Si, 6.567, 9.0489, 9.0648
Si, 0.666, 3.3579, 21.1808
Si, 9.8146, 6.5652, 12.8808
Si, 7.7451, 4.5449, 9.7526
Si, 3.8183, 9.9958, 20.2733
Si, 4.2837, 3.0289, 13.5184
Si, 3.8553, 10.0169, 9.7067
Si, 8.1397, 0.8587, 18.0124
O, 11.5066, 3.2818, 12.8375
O, 9.3715, 4.4756, 9.8655
O, 8.9032, 3.7516, 19.9726
O, 4.361, -0.2863, 18.8985
O, 11.3121, 4.5235, 15.2866
O, 9.8773, 9.7887, 10.3272
O, 3.7848, 1.5355, 13.1024
O, 0.6928, 9.0626, 14.8576
O, 6.5561, 1.0737, 18.3317
O, 4.668, 3.1809, 19.7115
O, 6.2797, 1.1679, 11.7228
O, 0.5676, 8.632, 9.8506
O, 5.6235, 4.1995, 17.2794
O, 8.4703, 7.2755, 12.3774
O, 4.4374, 2.6607, 10.1665
O, 2.0897, 5.5673, 15.5743
O, 3.37, 0.0729, 10.8819
O, 5.921, 7.1649, 12.6015
O, 2.2875, 6.4354, 19.2816
O, 0.6402, 4.9085, 17.7617
O, 8.436, 10.6842, 12.3751
O, 5.4735, 10.0979, 9.6532
O, 0.3321, 7.7834, 20.4544
O, 9.7368, 2.632, 14.5745
O, 2.0264, 10.6038, 13.2129
O, 10.0252, 9.1077, 16.1597
O, 6.1433, 10.3247, 13.7404
O, 7.4394, 1.5576, 14.122
O, 1.6325, 4.0454, 20.0979
O, 5.839, 5.7359, 14.9825
O, 7.435, 9.0367, 15.6719
O, 1.5158, 1.6808, 11.6013
O, 7.1446, 8.2948, 10.3817
O, 4.2532, 1.8892, 17.444
O, 7.0697, 3.1683, 10.2855
O, 11.5964, 6.9888, 16.4071
O, 8.3686, 10.216, 17.8526
O, 3.2873, 8.5366, 10.0857
O, 7.5477, 3.8139, 15.5159
O, 3.1211, 4.2809, 17.9291
O, 2.9442, 3.9223, 13.6117
O, 1.3688, 8.2251, 12.4247
O, 1.2121, 5.7111, 13.0799
O, 5.0591, 8.2824, 14.9221
O, 11.205, 2.42, 20.3734
O, 11.0041, 10.001, 12.757
O, 5.362, 3.5555, 12.3963
O, 5.0335, 3.143, 14.9565
O, 6.4769, 4.7776, 20.4847
O, 8.5161, 1.5979, 16.6199
O, 10.4189, 1.244, 11.4529
O, 10.895, 6.6562, 11.6546
O, 2.6645, 8.9606, 19.7958
O, 1.7375, 6.4399, 10.5226
O, 7.0395, 8.3303, 19.9309
O, 8.4586, 7.6585, 17.7832
O, 3.6677, 6.4856, 13.6458
O, 9.5642, 5.0162, 13.3262
O, 5.0043, 9.3051, 21.1229
O, 10.334, 7.4119, 14.1523
O, 8.679, 6.2824, 20.0279
O, 7.1181, 5.7156, 10.6799
O, 5.3317, 10.5675, 16.3698
O, 9.0878, 1.2834, 19.2504
O, 11.5949, 3.1331, 10.1354
O, 9.6454, 8.7943, 19.9346

Results
free energy: -144146.501 eV
free energy less fixed offsets of B -154.04, O -568.88, Si -635.61 eV per atom: 5.799 eV

Forces (eV/angstrom), in the order of the atoms: element, x, y, z
Si, -0.0262, -0.0129, 0.147
Si, -0.1138, 0.2046, 0.2012
Si, -0.0299, 0.0347, -0.0546
Si, 0.0915, -0.0556, 0.0581
Si, 0.0018, -0.0498, 0.212
Si, 0.0354, -0.0168, 0.1099
Si, -0.1281, 0.1478, 0.0519
Si, 0.1436, -0.2915, 0.2044
Si, -0.1305, -0.3139, 0.3586
Si, 0.0803, -0.1215, 0.188
B, 0.1402, 0.161, -0.0348
Si, -0.0644, -0.0405, 0.2504
Si, 0.0328, 0.0168, 0.0908
Si, 0.0367, 0.0008, 0.0607
Si, -0.0446, -0.0683, 0.0953
Si, 0.0073, -0.0551, -0.0044
Si, -0.1033, 0.1827, -0.3845
Si, 0.21, 0.1478, -0.3016
Si, -0.009, 0.0743, -0.0414
Si, -0.0722, -0.1183, 0.1838
Si, 0.0509, -0.0182, -0.0813
Si, -0.0052, 0.0379, 0.0723
Si, 0.0857, -0.0213, 0.1611
Si, 0.0335, -0.0028, 0.1198
Si, -0.0176, 0.0124, 0.0209
Si, -0.0746, 0.0558, -0.0431
Si, 0.0421, 0.0354, 0.006
Si, -0.0267, -0.0005, 0.0208
Si, -0.0203, -0.0545, -0.0213
Si, 0.0716, -0.0184, -0.054
Si, 0.0105, 0.024, 0.0121
Si, -0.0353, 0.0086, 0.0903
Si, 0.0121, -0.0259, 0.0566
Si, 0.03, -0.0418, -0.0255
Si, 0.0109, 0.1514, -0.0584
Si, -0.0654, 0.0146, -0.0032
Si, -0.0486, 0.0043, -0.0056
Si, 0.0042, 0.0304, -0.0018
Si, -0.0259, -0.0013, 0.0212
Si, 0.0059, -0.0191, -0.0209
Si, 0.0027, 0.0655, 0.026
Si, 0.0395, 0.0414, -0.027
Si, -0.0151, 0.0096, 0.0226
Si, 0.03, -0.0329, -0.0173
Si, 0.0177, -0.0487, -0.037
Si, 0.0157, 0.0083, 0.0298
Si, -0.0239, 0.0199, 0.0625
Si, -0.047, 0.0098, -0.0282
Si, -0.0088, -0.0337, -0.0153
Si, -0.0115, -0.0621, -0.035
Si, 0.0134, -0.002, -0.0129
Si, -0.0083, 0.0151, 0.0337
Si, -0.0132, 0.0137, -0.0062
Si, 0.0102, 0.0459, -0.0309
Si, 0.0045, -0.0012, -0.0108
Si, 0.0012, -0.0622, 0.0315
Si, -0.0047, -0.049, -0.001
Si, 0.0084, 0.0129, -0.0291
Si, -0.0055, 0.0155, -0.0049
Si, -0.0047, 0.0333, 0.0245
Si, -0.0148, 0.0051, -0.0161
Si, 0.0193, -0.0028, 0.0317
Si, -0.0148, -0.0251, -0.0299
Si, 0.0276, 0.0088, 0.0227
Si, -0.0094, 0.0389, 0.0025
Si, -0.0185, 0.0166, -0.0092
Si, 0.0015, -0.0095, 0.0231
Si, -0.0224, -0.0152, 0.0353
Si, 0.0185, -0.0327, -0.0077
Si, 0.0204, 0.0049, -0.0323
Si, -0.0011, 0.0308, -0.0325
Si, -0.0263, 0.0189, -0.0108
Si, -0.0011, -0.0059, 0.0127
Si, 0.0068, -0.0083, 0.0043
Si, -0.0026, -0.0055, -0.0039
Si, 0.0044, 0.0061, 0.0027
Si, 0.0001, 0.0242, -0.0168
Si, -0.0075, 0.0096, -0.0097
Si, 0.0117, -0.0026, -0.0111
Si, -0.008, -0.0086, 0.0022
Si, -0.0062, -0.006, 0.0171
Si, -0.0022, 0.0102, -0.0163
Si, -0.0013, 0.0137, -0.0107
Si, -0.0008, 0.0049, -0.0047
Si, -0.009, -0.0229, 0.0272
Si, -0.0059, -0.0315, 0.0026
Si, 0.0009, -0.0263, 0.0264
Si, -0.0065, 0.0231, 0.0167
Si, 0.0055, 0.0359, 0.0247
Si, 0.0028, 0.0272, 0.0229
Si, 0.0092, -0.0285, 0.0099
Si, -0.0043, -0.0288, 0.0204
Si, -0.0042, -0.0304, 0.0337
Si, 0.01, 0.0202, 0.0205
Si, -0.0041, 0.0224, 0.0151
Si, -0.0016, 0.0167, 0.0059
Si, -0.0013, 0.0416, -0.1
Si, 0.0265, 0.0395, -0.1269
Si, 0.0269, 0.0437, -0.0955
Si, -0.0069, -0.0268, -0.097
Si, -0.0053, -0.0398, -0.0625
Si, -0.017, -0.0267, -0.1193
Si, 0.011, 0.0292, -0.1128
Si, 0.0056, 0.0158, -0.1019
Si, 0.0167, 0.0301, -0.0977
Si, -0.0062, -0.0344, -0.1093
Si, -0.0094, -0.0401, -0.1118
Si, -0.0109, -0.0327, -0.1135
O, 0.0349, 0.0837, 0.1672
O, -0.0426, -0.0765, 0.143
O, -0.0071, -0.0511, 0.2046
O, -0.0041, -0.0663, 0.2189
O, -0.0083, 0.0724, 0.2152
O, -0.0006, -0.0595, 0.1288
O, 0.0267, 0.0942, 0.1662
O, 0.0475, 0.0418, 0.1162
O, -0.0361, -0.0797, 0.1632
O, -0.0337, 0.0443, 0.1079
O, 0.0232, 0.09, 0.162
O, -0.0281, -0.0893, 0.1695
O, 0.0433, -0.0064, -0.1013
O, -0.0096, -0.1531, -0.2801
O, 0.1012, 0.4834, -0.7891
O, 0.15, -0.2367, -0.4112
O, 0.0346, 0.0019, -0.1275
O, 0.0571, 0.2031, -0.2717
O, -0.082, 0.0637, -0.1594
O, 0.0391, 0.0812, -0.207
O, -0.0214, -0.1291, -0.551
O, 0.0788, -0.0868, -0.175
O, -0.083, 0.065, -0.2342
O, 0.0268, 0.0231, -0.2563
Si, 0.0071, 0.0106, -0.2177
Si, -0.0534, 0.0475, 0.3283
Si, -0.0066, -0.0039, 0.063
Si, 0.009, 0.0016, 0.0552
Si, -0.0145, -0.0521, 0.1991
Si, -0.0034, 0.1492, 0.3785
Si, -0.0171, -0.0038, -0.2342
Si, -0.0177, 0.0459, -0.0962
Si, -0.0579, -0.0023, 0.1631
Si, 0.0337, 0.0192, 0.0545
Si, -0.0037, 0.0129, -0.1188
Si, 0.0077, -0.0974, 0.382
Si, -0.0788, 0.0492, 0.5491
Si, 0.0316, 0.0636, 0.1976
Si, -0.0727, 0.0974, 0.3315
Si, 0.0497, -0.0181, 0.3769
Si, 0.0267, -0.094, 0.4144
Si, -0.0368, -0.0816, 0.2991
Si, -0.0122, -0.0201, 0.0231
Si, 0.0017, -0.0181, -0.0915
Si, 0.0235, 0.1727, 0.4276
Si, -0.0088, -0.0055, 0.2537
Si, -0.0151, -0.0085, -0.2423
Si, 0.0702, -0.4479, 0.6722
Si, -0.0002, 0.0097, -0.1036
Si, 0.0322, -0.0088, -0.0655
Si, -0.0185, -0.0902, 0.3268
Si, -0.0205, -0.032, 0.2133
Si, -0.0183, 0.007, 0.0244
Si, -0.0253, 0.0333, -0.2025
Si, 0.0062, 0.005, -0.0839
Si, -0.0004, -0.0008, -0.2241
Si, -0.0487, -0.0322, 0.3333
Si, 0.0016, 0.012, 0.0063
Si, 0.0206, 0.0007, -0.2169
Si, 0.0819, 0.0006, 0.3771
Si, 0.05, 0.0054, 0.0575
Si, -0.0012, -0.0029, -0.2195
Si, 0.0051, 0.0365, 0.3473
O, -0.0013, 0.0025, 0.0159
O, -0.0138, 0.0098, 0.0826
O, 0.0446, -0.0809, -0.1087
O, 0.0334, 0.0744, -0.225
O, -0.0314, -0.026, -0.083
O, -0.0211, 0.0324, 0.1152
O, -0.0148, -0.0088, 0.0012
O, 0.0258, 0.0186, -0.0463
O, -0.0009, -0.0052, -0.1125
O, -0.1083, -0.0385, -0.347
O, 0.0095, -0.0117, 0.028
O, 0.025, -0.0105, 0.082
O, 0.0542, 0.0583, -0.1961
O, 0.0075, -0.0079, 0.0222
O, 0.0351, -0.0129, 0.1097
O, 0.0304, -0.0012, -0.0886
O, -0.0288, 0.034, 0.089
O, -0.0091, -0.0098, 0.0148
O, 0.0058, -0.0556, -0.1399
O, -0.0383, 0.0311, -0.2054
O, -0.0034, 0.0071, 0.01
O, -0.0162, 0.0075, 0.0781
O, 0.0652, -0.0867, -0.1517
O, 0.0096, 0.011, -0.0571
O, -0.0067, -0.001, 0.0099
O, 0.0747, -0.0058, -0.1011
O, 0.0033, 0.0151, -0.0625
O, -0.0084, -0.0142, -0.0524
O, 0.0607, 0.0958, -0.2277
O, -0.0118, 0.0455, -0.0503
O, -0.0514, 0.0051, -0.1128
O, 0.0007, -0.0088, 0.0272
O, 0.0144, -0.0311, 0.0996
O, -0.0181, 0.0429, -0.1193
O, -0.0194, -0.0214, 0.0708
O, -0.005, 0.0235, -0.0809
O, 0.0124, -0.0472, -0.1336
O, 0.0004, -0.0039, 0.0709
O, 0.0171, 0.0031, -0.0649
O, -0.013, 0.0095, -0.1343
O, -0.0152, 0.0051, -0.0174
O, -0.0034, 0.0079, 0.0244
O, 0.0046, 0.0009, -0.0016
O, -0.0208, -0.0402, -0.0394
O, 0.0014, -0.0404, -0.1175
O, 0.0155, -0.0011, 0.0168
O, -0.0065, 0.0083, 0.0138
O, -0.0287, -0.0064, -0.0665
O, -0.0402, -0.1069, -0.1354
O, 0.0155, 0.0783, -0.208
O, -0.0009, -0.0055, 0.0339
O, -0.0061, -0.0064, 0.024
O, -0.067, -0.0025, -0.1062
O, -0.0181, -0.0161, 0.0844
O, 0.0532, -0.0288, -0.1824
O, -0.0014, 0.0805, -0.2433
O, -0.017, -0.0061, -0.0088
O, 0.0058, 0.0013, 0.0007
O, -0.2859, 0.0279, -0.1799
O, -0.0122, -0.0174, -0.052
O, 0.0413, 0.1066, -0.1863
O, -0.0078, 0.0279, 0.0787
O, 0.0464, -0.0984, -0.2169
O, -0.0839, -0.0821, -0.2481
O, 0.0371, -0.0329, 0.122
O, -0.0498, -0.0109, -0.1057

The program warned: the cutoff lies below the one the program advises for these potential files; the forces do not sum to zero within the program's tolerance; the exchange-correlation potential is rough where the density is thin.
